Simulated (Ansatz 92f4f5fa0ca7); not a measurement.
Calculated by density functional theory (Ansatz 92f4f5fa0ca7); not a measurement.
Periodic cell of 212 atoms, Si132O80, from a study of silicon, its oxide and their interface. The atomic structure is a simulated model.
Doubt: the cutoff is far below the 930 eV that the study's wrapper takes by default for these files, so forces and energies are approximate.
This geometry differs little from another in the collection (a relaxation step or a small displacement).

Settings
functional: PBE
potential files: Ansatz PAW
basis: plane waves
wave-function cutoff: 580 eV
density cutoff ratio: 5
exchange-correlation grid ratio: 1
k mesh: 1 x 1 x 1, Gamma-centred
self-consistency stop: 5e-08 eV per atom in the density residual
occupations: fixed
spin: none
net charge: 0

Cell vectors (angstrom)
a	10.938	0	0
b	0	10.938	0
c	0	0	31.3156

Atoms: element, x, y, z (angstrom)
Si	-0.755	0.4795	23.8313
Si	5.8707	-0.4648	24.077
Si	2.1875	3.4667	23.7553
Si	8.6317	2.3604	24.0211
Si	0.4501	5.2353	23.8816
Si	4.9333	6.0927	23.9105
Si	3.0588	7.6935	23.8899
Si	7.6742	8.8051	24.0551
Si	1.2652	1.4644	24.8504
Si	6.8163	1.3895	25.2056
Si	4.0208	4.2116	25.0936
Si	9.6273	4.1675	25.1378
Si	1.3907	6.836	25.3034
Si	6.7567	6.9261	25.1556
Si	4.0202	9.5205	25.1382
Si	9.4812	9.6835	25.2792
Si	2.6515	0.0695	26.3926
Si	8.1431	0.0687	26.6404
Si	0.0204	2.7454	26.4948
Si	5.4064	2.7946	26.4713
Si	2.7419	5.4726	26.6183
Si	8.1778	5.5049	26.4718
Si	-0.0334	8.2502	26.5292
Si	5.4121	8.2367	26.5817
Si	4.1018	1.3673	27.8973
Si	9.5708	1.3673	27.8973
Si	1.3673	4.1018	27.8973
Si	6.8362	4.1018	27.8973
Si	4.1018	6.8362	27.8973
Si	9.5708	6.8362	27.8973
Si	1.3673	9.5708	27.8973
Si	6.8362	9.5708	27.8973
Si	0	0	29.2646
Si	5.469	0	29.2646
Si	2.7345	2.7345	29.2646
Si	8.2035	2.7345	29.2646
Si	0	5.469	29.2646
Si	5.469	5.469	29.2646
Si	2.7345	8.2035	29.2646
Si	8.2035	8.2035	29.2646
Si	1.3673	1.3673	30.6318
Si	6.8362	1.3673	30.6318
Si	4.1018	4.1018	30.6318
Si	9.5708	4.1018	30.6318
Si	1.3673	6.8362	30.6318
Si	6.8362	6.8362	30.6318
Si	4.1018	9.5708	30.6318
Si	9.5708	9.5708	30.6318
Si	2.7345	0	0.6835
Si	8.2035	0	0.6835
Si	0	2.7345	0.6835
Si	5.469	2.7345	0.6835
Si	2.7345	5.469	0.6835
Si	8.2035	5.469	0.6835
Si	0	8.2035	0.6835
Si	5.469	8.2035	0.6835
Si	4.1018	1.3673	2.0507
Si	9.5708	1.3673	2.0507
Si	1.3673	4.1018	2.0507
Si	6.8362	4.1018	2.0507
Si	4.1018	6.8362	2.0507
Si	9.5708	6.8362	2.0507
Si	1.3673	9.5708	2.0507
Si	6.8362	9.5708	2.0507
Si	0	0	3.418
Si	5.469	0	3.418
Si	2.7345	2.7345	3.418
Si	8.2035	2.7345	3.418
Si	0	5.469	3.418
Si	5.469	5.469	3.418
Si	2.7345	8.2035	3.418
Si	8.2035	8.2035	3.418
Si	1.4164	1.3395	4.7958
Si	6.8983	1.3125	4.7546
Si	4.0503	4.1562	4.6917
Si	9.6583	4.0414	4.8812
Si	1.403	6.7848	4.9195
Si	6.8558	6.7832	4.719
Si	4.127	9.511	4.8587
Si	9.6431	9.4925	4.7105
Si	2.7434	-0.0467	6.2246
Si	8.319	-0.0824	6.05
Si	0.1672	2.671	6.3338
Si	5.4379	2.742	5.8723
Si	2.8367	5.3803	6.3366
Si	8.1845	5.4279	6.1228
Si	-0.0408	8.168	6.2464
Si	5.5184	8.0582	6.1795
Si	3.8576	1.7643	7.2773
Si	10.1046	0.7707	7.3499
Si	2.1118	3.4626	7.6064
Si	6.3822	4.3753	7.2444
Si	4.7807	6.1872	7.5103
Si	8.9788	7.2525	7.3839
Si	0.9232	9.9691	7.4691
Si	7.3007	9.1193	7.2633
O	1.3174	9.5228	9.0395
O	2.0757	3.6868	9.2857
O	9.4885	1.0423	8.8677
O	6.7081	9.826	8.6578
O	4.7658	1.4993	8.6706
O	4.745	6.3321	9.1758
O	6.6103	3.5809	8.708
O	9.1563	6.5722	8.9057
O	2.7234	3.4631	22.1678
O	5.3288	10.8264	22.5417
O	8.2829	3.0018	22.5386
O	0.232	6.0795	22.4195
O	8.2135	8.6654	22.4727
O	2.3427	7.8049	22.3589
O	5.4542	5.9386	22.347
O	9.9239	10.7896	22.2735
Si	4.9193	-0.7387	18.5645
Si	-0.841	4.0393	16.9686
Si	1.4646	2.9094	18.3127
Si	2.925	4.2484	20.7434
Si	-0.3654	8.5839	19.253
Si	4.2635	6.5429	10.7249
Si	8.7803	9.8679	21.5074
Si	7.5958	1.9696	11.8606
Si	8.9261	-3.9717	17.0264
Si	3.9516	8.2868	14.3455
Si	-2.7162	4.8967	12.7619
Si	7.0054	9.5164	10.2274
Si	-5.1198	1.6127	16.8678
Si	2.2241	6.2784	15.6176
Si	19.6334	-3.9291	10.4073
Si	8.3517	1.9811	18.4734
Si	6.115	7.4764	18.4185
Si	1.3252	6.8674	21.4452
Si	5.6394	2.5662	9.5631
Si	9.5468	0.5226	10.4032
Si	-0.1521	0.3626	17.8458
Si	13.9479	14.7624	10.6408
Si	0.1783	5.413	13.762
Si	10.8078	8.1163	12.2876
Si	17.2596	6.9101	13.211
Si	8.583	8.6481	14.2704
Si	6.0052	0.4454	21.1764
Si	7.4963	3.0067	21.128
Si	5.7315	5.4531	20.8231
Si	7.774	0.6807	14.497
Si	12.3366	-0.8967	10.5951
Si	1.9393	2.8434	13.337
Si	4.0732	9.4639	11.4634
Si	-0.2204	1.6906	15.0747
Si	3.5693	-2.7392	17.1835
Si	3.4199	3.3567	15.9349
O	9.1417	1.746	11.3873
O	7.129	0.9268	13.0215
O	2.4759	2.7649	11.7887
O	9.1827	0.6024	18.1602
O	9.4193	5.466	16.6839
O	2.1842	5.6973	20.7086
O	11.2881	6.6524	12.7472
O	-3.4932	6.9207	17.6912
O	-4.183	1.8728	18.1828
O	3.6365	8.0451	10.775
O	4.4811	4.5215	20.3564
O	11.6166	5.8884	15.259
O	-6.0087	0.3191	17.3161
O	-0.9753	7.601	18.1096
O	9.5881	4.8612	13.647
O	3.9408	-1.6035	13.1008
O	17.1084	9.1199	18.551
O	7.0647	5.5594	13.7007
O	1.1604	8.9452	11.7817
O	8.3722	-0.6143	10.6707
O	16.5721	9.8305	11.0846
O	3.8389	-1.8987	15.7875
O	10.0088	8.8848	13.4946
O	-2.3928	2.4344	20.0199
O	0.3023	-1.0979	18.4179
O	7.3405	-3.0244	10.3033
O	5.9482	-4.1756	19.8784
O	3.1741	4.9767	15.9123
O	2.9489	10.5434	10.9061
O	2.2461	7.26	16.9457
O	14.0586	16.3502	11.0932
O	0.1166	0.5577	16.2273
O	0.6562	7.7888	20.2655
O	3.5293	-1.6219	18.3825
O	4.9049	2.9074	16.4545
O	7.0776	4.5342	20.7537
O	4.5732	3.4669	10.3808
O	8.8546	-3.1948	15.593
O	-6.1441	7.1514	17.5072
O	7.9479	-0.9	14.8006
O	7.5159	-0.1557	21.0188
O	4.976	0.0408	19.983
O	-4.162	1.2942	15.6039
O	8.4607	5.6996	11.3495
O	0.3804	4.1221	18.0588
O	10.7102	3.2213	15.6796
O	9.8808	7.9505	10.9724
O	7.5573	8.0114	13.1436
O	2.3614	3.2653	19.5942
O	-1.7071	1.3994	14.4995
O	16.2851	7.4512	14.3724
O	2.7717	7.1451	14.3263
O	0.6979	12.4465	18.636
O	6.1538	2.0718	21.2353
O	7.5739	3.4666	12.4374
O	0.8724	1.689	13.8418
O	3.1853	2.8081	14.4056
O	9.3824	9.1766	20.1819
O	5.4806	6.5628	11.8423
O	1.2151	4.2835	13.3046
O	11.0972	0.1605	10.7721
O	8.8656	3.1431	17.4925
O	2.3686	2.6773	16.9785
O	6.5756	1.7564	10.609

Results
free energy: -129410.400 eV
free energy less fixed offsets of O -568.88, Si -635.61 eV per atom: 0.520 eV

Forces (eV/angstrom), in the order of the atoms: element, x, y, z
Si	-0.0004	-0.0019	0.0005
Si	-0.012	0	0.0047
Si	0.0032	-0.0033	0.006
Si	-0.0049	0.003	0.0021
Si	-0.001	-0.0013	0.0016
Si	-0.0008	-0.0021	0.0041
Si	-0.0012	0.0004	-0.0029
Si	0.0087	0.0001	0.0029
Si	-0.0006	0.0043	-0.0012
Si	0.0064	-0.004	-0.0049
Si	-0.0033	0.002	-0.0066
Si	-0.0016	-0.0025	0.003
Si	0.0037	-0.0018	0.0038
Si	-0.0036	0.0013	-0.0011
Si	0.008	0.0028	0.0006
Si	-0.001	-0.0015	-0.001
Si	0.004	-0.0028	-0.0033
Si	-0.001	0.0024	0.0012
Si	-0.0035	0.0009	-0.0035
Si	-0.0008	0.0002	0.0007
Si	-0.0021	0.0028	0.0016
Si	0.0004	-0.0031	-0.0038
Si	-0.0014	-0.0007	0.001
Si	-0.0015	0.0019	-0.0039
Si	-0.3286	0.0891	-0.7027
Si	0.2563	0.4292	0.3074
Si	0.0446	-0.3287	0.3058
Si	-0.1109	0.1179	-0.4716
Si	0.1053	0.0202	0.6933
Si	-0.1925	0.0643	-0.2718
Si	-0.0055	0.4417	-0.4296
Si	-0.3489	0.0553	0.5499
Si	0.0515	0.0312	0.0228
Si	0.0339	-0.1573	0.0077
Si	-0.0591	-0.0284	0.0449
Si	0.1523	0.0358	-0.008
Si	-0.0261	-0.092	-0.0227
Si	0.0303	0.0747	0.0451
Si	0.1363	-0.0176	0.0023
Si	-0.0374	-0.0416	0.0189
Si	0.0147	0.0035	0.0174
Si	-0.0621	0.045	-0.0404
Si	0.0264	-0.0148	-0.0072
Si	-0.1132	0.0279	-0.0108
Si	-0.0354	0.0456	-0.0418
Si	-0.0086	-0.0243	0.0127
Si	-0.0315	0.0976	-0.0096
Si	-0.0369	0.0259	-0.015
Si	0.0443	-0.0875	0.0168
Si	0.0035	-0.023	0.0158
Si	0.0017	0.0207	-0.021
Si	0.0841	-0.0572	0.0347
Si	0.0183	0.0128	0.0103
Si	0.0906	-0.0302	0.0218
Si	0.0254	-0.0547	0.0259
Si	-0.0225	0.0157	-0.0166
Si	-0.0426	0.0512	0.0218
Si	0.0087	0.0632	-0.0192
Si	-0.0641	-0.1031	-0.0482
Si	-0.0694	0.0742	0.0129
Si	0.0824	-0.0063	-0.0546
Si	-0.1411	0.0412	0.002
Si	-0.0077	0.1187	0.0026
Si	-0.0558	-0.04	-0.0261
Si	0.3178	0.0183	-0.2116
Si	-0.034	-0.3967	0.2854
Si	-0.2635	-0.0421	-0.41
Si	0.501	0.0229	0.2977
Si	0.2525	-0.1204	0.7157
Si	-0.136	0.1227	-0.7659
Si	-0.0678	-0.2461	0.673
Si	0.0483	-0.2421	-0.4753
Si	0.002	-0.0022	0.0015
Si	-0.001	-0.0007	-0.0006
Si	0.0036	-0.0038	-0.0042
Si	-0.0012	0.0028	0.0011
Si	-0.0003	-0.0017	-0.001
Si	0.0005	-0.0042	0.0013
Si	-0.0009	0.0026	0.0023
Si	0.0013	-0.0005	0.0018
Si	0.0027	0.0078	-0.0017
Si	0.0031	-0.0011	0.003
Si	-0.0021	-0.0073	0.0017
Si	-0.0033	0.0036	-0.0094
Si	0.0034	-0.0007	0.0021
Si	-0.0064	-0.0007	-0.0026
Si	-0.0037	0.0059	0.0024
Si	0.0024	0.0003	-0.0014
Si	-0.0063	-0.0094	-0.005
Si	0.0018	0.0045	-0.0103
Si	0.0007	0.0049	0.0011
Si	0.0067	0.0035	-0.003
Si	-0.0067	0.0007	0.0078
Si	0.0029	-0.0012	0.0012
Si	-0.0016	-0.0034	-0.001
Si	-0.0011	0.002	-0.0077
O	-0.0006	0.0006	-0.0001
O	0.0008	-0.0007	-0.0021
O	-0.0003	-0.0051	0.0088
O	0	0.001	0.0011
O	0.0015	0.0023	0.0055
O	-0.0002	0.0005	-0.0054
O	0.0009	-0.0013	0.0043
O	-0.0017	0.0013	-0.002
O	0.0011	0.0008	-0.0076
O	0.0041	0.0019	-0.0066
O	0.0005	-0.0034	-0.0123
O	-0.0019	-0.0015	-0.0002
O	0.0004	-0.0005	-0.0034
O	-0.0002	0.0003	0.0006
O	0.0004	-0.0038	-0.0141
O	0.0022	0.0006	-0.0021
Si	-0.0015	0.0007	0.0009
Si	0	0.001	-0.0003
Si	0.0003	-0.0008	-0.0014
Si	0.0009	-0.0015	-0.0042
Si	-0.0032	-0.0001	-0.0007
Si	0.0023	-0.0001	0.0019
Si	-0.0049	-0.0022	-0.0098
Si	0.0011	-0.002	-0.0016
Si	0.0014	-0.0021	-0.0013
Si	-0.001	-0.0059	0.0012
Si	0.0001	0.003	-0.0004
Si	-0.0012	0.0008	0.0046
Si	-0.0011	-0.0001	-0.001
Si	-0.0001	-0.0019	-0.0004
Si	0.0018	-0.0023	0.0034
Si	-0.0035	-0.0002	0.0002
Si	-0.0008	0.0012	-0.0004
Si	0.0012	0.0021	-0.0054
Si	0.0006	-0.0032	0.0073
Si	-0.0039	0.007	0.0045
Si	0.0007	-0.0002	-0.0009
Si	0.0032	-0.002	0.0052
Si	0.0049	-0.0054	0.0004
Si	-0.001	-0.0005	-0.0001
Si	-0.0008	0.0015	0.0019
Si	-0.0003	-0.0006	-0.0015
Si	-0.0063	-0.0003	0.0009
Si	0.0056	-0.0009	0.0039
Si	0.0007	0.0022	0.0035
Si	0.0009	0	0.0008
Si	-0.0013	-0.0003	0.0018
Si	-0.0033	0.0025	0.0011
Si	0.0012	0.0003	-0.0005
Si	-0.0008	0.0011	-0.0022
Si	-0.0005	0.0008	-0.0002
Si	-0.001	0.0025	-0.0026
O	-0.0044	-0.0047	-0.0035
O	0.0019	0.0038	-0.0039
O	0.001	0.003	-0.0021
O	0	-0.0003	-0.0013
O	-0.0004	0.0008	0.0006
O	0.0035	-0.004	-0.0017
O	-0.0003	-0.0002	0.0011
O	-0.0004	-0.0003	-0.0014
O	0.0009	-0.0009	-0.0024
O	0.001	-0.0005	-0.0008
O	0.0006	0.0015	0.0029
O	-0.0013	-0.0012	-0.0047
O	0.0015	-0.0002	0
O	0.0007	0.001	0.002
O	0.0036	0.0014	0.0008
O	0.0003	-0.001	-0.0007
O	-0.0011	-0.0023	-0.0016
O	-0.0013	0.0015	-0.0013
O	0.0001	0.0025	-0.0026
O	0.0018	0.0008	-0.0023
O	0.0004	-0.0011	-0.0003
O	-0.0005	-0.0011	0.0008
O	-0.0002	0.0004	0
O	-0.0064	0.0041	0.0058
O	-0.0013	-0.002	0
O	0	0.0012	-0.0007
O	-0.0006	-0.0063	-0.0001
O	-0.0001	-0.0019	0.0002
O	-0.0002	-0.0005	0
O	-0.0001	0.0009	-0.0005
O	-0.0007	0	-0.0018
O	-0.0009	-0.0004	0.0006
O	-0.0014	0.0007	-0.0031
O	0.0007	-0.0005	-0.0028
O	0.0003	-0.0022	-0.0011
O	-0.0043	0.0005	0.0017
O	-0.0031	0.0024	-0.0019
O	-0.0006	0.0002	0.0004
O	0.0021	0.0014	0.0003
O	-0.0007	0.0022	0.0003
O	0.003	-0.0009	-0.0011
O	0.0029	0.0003	-0.0005
O	0.0002	-0.0007	-0.0002
O	-0.0013	0.0027	0.0001
O	-0.0011	-0.0005	-0.0015
O	-0.0005	-0.0007	-0.0001
O	-0.0047	-0.0016	-0.002
O	-0.0031	-0.0031	0.0021
O	0.0013	0.003	0.0022
O	-0.0026	-0.0015	-0.0004
O	-0.0005	0.0027	-0.0037
O	0.0044	0.0043	-0.0006
O	-0.0004	-0.0007	-0.0013
O	0.0037	-0.0013	-0.0003
O	0.0008	-0.0053	-0.0002
O	0.0024	0.0028	-0.0012
O	-0.0015	0.0012	0.0014
O	0.0031	-0.0003	0.0007
O	-0.0018	0.0003	-0.0018
O	-0.0062	0.0002	0.0015
O	-0.0034	0.0008	-0.0013
O	0.0005	-0.0015	-0.0012
O	-0.0016	-0.0007	0.0003
O	-0.0011	0.0036	0.0012

The program warned: the cutoff lies below the one the program advises for these potential files; the exchange-correlation potential is rough where the density is thin.
